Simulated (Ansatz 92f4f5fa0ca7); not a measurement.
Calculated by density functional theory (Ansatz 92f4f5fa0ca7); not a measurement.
Periodic cell of 273 atoms, Si157O104As12, from a study of silicon, its oxide and their interface. The atomic structure is a simulated model.
Doubt: the cutoff is far below the 930 eV that the study's wrapper takes by default for these files, so forces and energies are approximate.
This geometry differs little from another in the collection (a relaxation step or a small displacement).

Settings
functional: PBE
potential files: Ansatz PAW
basis: plane waves
wave-function cutoff: 580 eV
density cutoff ratio: 5
exchange-correlation grid ratio: 1
k mesh: 1 x 1 x 1, Gamma-centred
self-consistency stop: 5e-08 eV per atom in the density residual
occupations: fixed
spin: none
net charge: 0

Cell vectors (angstrom)
a  11.6015  0  0
b  0  13.3963  0
c  0  0  31.2608

Atoms and the computed forces on them: element, x, y, z (angstrom), force x, y, z (eV/angstrom)
As  -0.119  -0.038  24.347  0.0013  0.0024  -0.0025
Si  3.9105  0.0348  24.7006  0.005  -0.0014  -0.0062
Si  7.5586  0.0656  24.7089  0.0022  0.0029  -0.0016
Si  1.8367  3.1019  24.3181  0.0011  -0.0032  0.0002
As  5.7525  3.3702  24.3202  -0.0012  0.0001  -0.0036
As  9.5879  3.3467  24.3259  0.0051  -0.0024  -0.0065
As  -0.1609  6.6787  24.3008  0.0024  -0.0015  -0.0018
Si  3.6706  6.7019  24.3668  -0.0031  -0.0004  -0.0046
As  7.6827  6.6225  24.2621  -0.0035  0.0002  -0.0061
As  1.8428  10.0509  24.2738  -0.0014  -0.0019  -0.0052
Si  5.6457  9.9576  24.6451  -0.0025  -0.0028  -0.0019
Si  9.5676  10.0629  24.5164  0.0021  0.0008  -0.0019
Si  -0.1123  2.163  25.342  -0.0033  0.0001  0.0042
Si  3.8341  2.2916  25.3935  0.0034  0.0016  0.0021
Si  7.6633  2.3263  25.4297  -0.0026  -0.0045  0.0083
Si  1.7786  5.4493  25.1278  -0.0048  0.0043  0.0026
Si  5.6955  5.6044  25.2552  0.0048  -0.0022  0.0081
Si  9.5796  5.5541  25.3811  0.0018  0.0003  0.0085
Si  -0.0684  8.9149  25.3151  0.0018  -0.0027  0.007
Si  3.6796  8.8885  25.3723  0.0043  0.0032  0.0054
Si  7.6579  8.8349  25.2908  0.0001  -0.0005  0.004
Si  1.8567  12.2792  25.3044  -0.0046  -0.0006  0.0095
Si  5.7395  12.185  25.5394  0.0001  0  0.0022
Si  9.5662  12.2961  25.3531  -0.0006  0.0007  0.0081
Si  -0.0369  2.2314  27.7045  0.0027  0.0024  -0.0044
Si  3.8192  2.2676  27.7438  -0.0025  0.0005  -0.0016
Si  7.6934  2.2649  27.7642  0.0009  -0.0005  -0.0063
Si  1.8851  5.5252  27.5714  0.0002  -0.0055  -0.0031
Si  5.7336  5.5995  27.6481  -0.0026  0.0027  -0.0064
Si  9.623  5.5752  27.7248  -0.0007  -0.0015  -0.0058
Si  -0.0472  8.9288  27.6834  -0.002  0.0028  -0.0067
Si  3.7903  8.8843  27.7291  0.0032  -0.0008  -0.0057
Si  7.69  8.9124  27.6773  -0.0018  0.0014  -0.0043
Si  1.9012  12.2804  27.6844  0.0036  0.0003  -0.0072
Si  5.7569  12.2419  27.8535  0.0007  -0.0041  0.001
Si  9.6094  12.283  27.7157  0.0005  -0.0026  -0.0069
Si  1.8992  1.1144  28.4908  -0.0008  0.001  -0.0006
Si  5.7562  1.126  28.509  0.0009  0.0017  -0.0027
Si  9.6338  1.1221  28.5024  -0.0008  0.001  -0.0012
Si  -0.0228  4.4621  28.4839  0.0027  -0.0038  0.0003
Si  3.8195  4.4978  28.4902  0  0.0003  0.0006
Si  7.6693  4.4998  28.505  0.0007  0.0006  0.0005
Si  1.8658  7.7559  28.473  0.0007  0.0019  -0.0017
Si  5.7608  7.8066  28.4869  -0.0015  -0.0024  -0.0012
Si  9.6276  7.8141  28.491  0.0006  0.0008  0.0003
Si  -0.0368  11.1633  28.4841  -0.0035  -0.0033  -0.0008
Si  3.8027  11.1246  28.515  -0.0008  0.0022  -0.0004
Si  7.7139  11.129  28.5199  0.0005  -0.0009  0.0024
Si  1.9336  1.1164  30.8658  -0.072  -0.0219  0.0437
Si  5.8008  1.1164  30.8658  -0.0983  0.0391  0.099
Si  9.6679  1.1164  30.8658  -0.0049  -0.0153  0.0623
Si  0  4.4654  30.8658  -0.0006  -0.0016  -0.1574
Si  3.8672  4.4654  30.8658  -0.1094  0.097  -0.1503
Si  7.7343  4.4654  30.8658  -0.1709  0.0881  0.0757
Si  1.9336  7.8145  30.8658  -0.1426  -0.1874  -0.2045
Si  5.8008  7.8145  30.8658  -0.0475  -0.0073  0.0017
Si  9.6679  7.8145  30.8658  -0.086  0.0314  -0.0375
Si  0  11.1635  30.8658  -0.0375  0.0159  -0.0696
Si  3.8672  11.1635  30.8658  -0.1602  -0.069  0.234
Si  7.7343  11.1635  30.8658  0.0045  -0.1034  0.1154
Si  0  0  0.3944  0.0077  -0.0545  -0.1095
Si  3.8672  0  0.3944  0.1433  0.0277  -0.0153
Si  7.7343  0  0.3944  0.0403  -0.1257  -0.189
Si  1.9336  3.3491  0.3944  0.1638  0.1921  0.0009
Si  5.8008  3.3491  0.3944  -0.0244  0.118  -0.1674
Si  9.6679  3.3491  0.3944  0.2123  0.1654  -0.4003
Si  0  6.6981  0.3944  0.1311  0.0392  0.2085
Si  3.8672  6.6981  0.3944  -0.017  -0.0412  0.0825
Si  7.7343  6.6981  0.3944  0.1489  0.051  0.2854
Si  1.9336  10.0472  0.3944  -0.0522  -0.0586  0.0433
Si  5.8008  10.0472  0.3944  0.2264  0.0251  0.0944
Si  9.6679  10.0472  0.3944  0.0165  -0.0864  0.2728
Si  0.0325  -0.0077  2.746  0.0012  -0.0009  -0.001
Si  3.9209  0.0085  2.7624  0.0042  0.0027  -0.001
Si  7.7791  -0.0027  2.7436  -0.0047  0.0003  -0.0008
Si  2.0138  3.3995  2.7654  -0.0022  -0.0026  0.0005
Si  5.8384  3.3944  2.7399  -0.0018  -0.0039  -0.0028
Si  9.7636  3.401  2.7195  0.0046  -0.0019  -0.0056
Si  0.0535  6.7185  2.7911  -0.0007  -0.0026  -0.0005
Si  3.9007  6.7199  2.7734  -0.0042  0.0026  0.0013
Si  7.7976  6.7181  2.8023  0.0012  -0.0023  0.0011
Si  1.9455  10.0279  2.7733  0.0004  -0.002  0.0002
Si  5.8745  10.0623  2.7765  0.0026  -0.003  0.0017
Si  9.7004  10.0342  2.8017  -0.0035  0.002  0.0014
Si  0.0874  2.2431  3.459  -0.0025  0.0011  0.0097
Si  3.9345  2.2521  3.5424  0.0033  -0.001  0.0032
Si  7.8188  2.2763  3.3353  -0.0006  -0.0014  0.0084
Si  1.9833  5.6297  3.6478  0.0002  0.0053  0.0018
Si  5.8449  5.6202  3.5664  0.0031  0.0018  0.0047
Si  9.7498  5.5967  3.6017  -0.0016  0.0036  0.0042
Si  0.0214  8.9217  3.662  0.0026  0.0008  0.003
Si  3.9293  8.9637  3.5113  -0.0008  -0.0011  0.0057
Si  7.7815  8.9297  3.6805  0  0.0019  -0.0023
Si  1.9811  12.2712  3.4949  -0.003  -0.0046  0.0026
Si  5.8572  12.298  3.5789  0.0009  0.0032  0.003
Si  9.7027  12.2796  3.5536  0.0007  -0.0063  -0.0034
Si  0.1381  2.1752  5.7777  0.0002  0.0046  -0.0093
Si  3.934  2.2804  5.8987  0.0011  -0.0043  -0.004
Si  7.8902  2.3221  5.6149  -0.0052  -0.004  -0.0018
Si  2.0604  5.6664  6.0748  -0.0002  -0.0041  -0.0056
Si  5.862  5.5818  5.9278  0.001  -0.0005  -0.0034
Si  9.7996  5.4946  5.9885  -0.0007  0.0034  -0.0043
Si  0.0133  8.97  6.0891  0.0007  -0.0006  -0.0055
Si  3.9844  9.0545  5.8521  -0.0059  -0.0018  -0.0056
Si  7.8059  8.9066  6.1335  0.0022  0.0012  -0.0017
Si  2.0185  12.269  5.8228  0.0043  0.0028  -0.0057
Si  5.8641  12.3216  5.961  -0.0087  -0.0016  -0.0048
Si  9.7339  12.3546  5.9087  0.0036  0.0031  0.0057
As  2.0295  1.0615  6.8287  0.0008  0.0023  0.0054
Si  6.0136  1.2455  6.5316  -0.0009  0.0061  -0.0017
As  9.7375  1.2439  6.7634  0.0006  -0.0034  0.0018
Si  0.2031  4.3104  6.8024  -0.0041  -0.0088  -0.0027
As  3.9744  4.4611  6.9961  0.001  0.0003  0.0016
As  7.8098  4.4083  6.831  -0.0033  -0.0022  0.0012
Si  2.0973  8.0378  6.7992  0.0045  0.0066  -0.0069
Si  5.7856  7.8297  6.8474  0.0002  -0.0013  0.0008
Si  9.7171  7.6783  6.9456  -0.0077  -0.0048  -0.0024
As  0.0743  11.2752  6.9183  -0.0065  -0.0001  -0.001
As  3.9211  11.2332  6.9378  0.0019  -0.0021  0.0023
Si  7.8151  11.2064  6.8389  0.0019  -0.0066  -0.0007
O  6.5803  1.4792  8.0829  0.0034  0.0105  0.012
O  5.5122  7.8635  8.5131  -0.0025  0.0012  -0.0036
O  2.4633  8.4518  8.3863  0.0024  -0.0003  0.0041
O  7.774  11.2134  8.5318  -0.0022  0  -0.0044
O  11.9705  3.9617  8.4484  0.0022  0.0006  0.0052
O  9.6413  7.3825  8.6144  0.0002  0.0006  0.0038
O  4.3504  0.2536  23.0961  -0.0009  0.0014  -0.0016
O  3.5499  6.8738  22.6878  0.0017  0.0001  0.0011
O  7.1461  0.2057  23.0922  -0.0015  -0.002  -0.0031
O  5.421  9.9088  22.9911  0  0.0025  -0.0022
O  1.8833  2.6339  22.681  -0.0013  -0.001  -0.0008
O  9.505  10.2507  22.8516  -0.0039  -0.0007  0.0053
Si  12.4715  4.6096  12.0817  -0.0025  -0.0015  0.0011
Si  13.7903  8.2168  18.8132  -0.0004  -0.0019  -0.0023
Si  11.3212  -0.5307  20.6916  0.0002  -0.0002  -0.0004
Si  9.0059  6.7445  9.9795  -0.0036  -0.0034  0.0027
Si  4.1404  13.3011  12.3228  0.0001  0.0018  0.0022
Si  13.8568  9.004  9.8989  -0.0021  -0.0024  0.0065
Si  11.2595  3.3153  19.1321  0.0015  0.0012  -0.002
Si  5.3357  -2.8492  21.5183  0.0008  0.0058  -0.0029
Si  5.7488  0.1705  22.239  -0.0016  -0.0059  -0.0127
Si  3.6522  -2.5472  19.2277  -0.0011  -0.0018  -0.0012
Si  14.8274  13.9871  18.9816  -0.0005  -0.0008  -0.0018
Si  8.7369  11.6674  9.77  0.0003  0.002  0.0073
Si  3.2459  6.4044  11.3662  0.0006  0.0006  0.0021
Si  18.3884  4.2891  13.6567  -0.0013  -0.0016  0.0013
Si  8.7226  1.3898  11.6109  -0.0017  0.0007  -0.0038
Si  -1.1556  -3.1189  21.5148  0.0048  -0.0006  -0.0095
Si  -0.8427  -3.4399  15.7378  -0.0013  -0.0016  0.0013
Si  5.8599  7.2822  10.0025  -0.0002  -0.0028  0.0064
Si  -0.4957  -0.9921  17.6872  0.0016  -0.0025  -0.0013
Si  9.4527  5.6767  19.5127  0.0009  -0.001  -0.0013
Si  8.2907  4.6565  16.2875  0.0011  0.0009  -0.0003
Si  19.8329  4.1916  10.9986  -0.0026  -0.0001  -0.0036
Si  6.0187  8.9237  12.7173  -0.0002  -0.0012  0.0009
Si  1.449  2.0263  21.2159  -0.0022  -0.0037  -0.0083
Si  0.0097  7.5085  20.684  0  -0.0022  -0.0005
Si  0.6992  9.6532  13.1745  0  -0.0001  0.0023
Si  1.055  -11.8505  16.9373  -0.0006  0.0009  -0.0022
Si  11.4318  10.8061  10.5814  0.0002  0.0005  -0.0004
Si  3.6218  2.1938  10.6213  0.0132  0.0041  -0.0005
Si  10.5574  7.1094  12.5795  -0.0029  -0.0017  0.0006
Si  2.8468  6.6257  21.2307  -0.0015  -0.002  -0.0072
Si  8.5158  3.0647  18.9159  0.001  0.0007  -0.0015
Si  7.7743  10.3914  14.4624  -0.0011  -0.0027  0.0025
Si  6.6077  2.1643  9.5453  -0.0192  0.0079  0.0045
Si  15.9562  2.5641  13.4546  0.0013  0.0005  0.0001
Si  12.379  2.8981  9.6276  -0.0021  -0.0046  0.0031
Si  2.0057  3.6706  14.9502  -0.0012  0.0003  0.0007
Si  4.5205  4.9439  19.3526  -0.0003  -0.0008  -0.0005
Si  9.0065  12.0371  19.5537  0.0044  -0.0007  -0.0004
Si  5.7207  1.9779  19.6876  0.0007  0.0016  -0.0002
Si  6.6332  -2.8016  19.0981  0.0027  -0.0016  -0.0048
Si  -0.7259  13.5958  10.0374  0.0004  0.0008  0.0002
Si  4.6705  6.5742  14.1602  -0.0005  -0.0025  -0.0009
Si  7.2341  -0.7595  12.4765  -0.0013  -0.0025  -0.0001
Si  7.1287  -4.4986  16.789  -0.0011  -0.0036  -0.0028
Si  9.5687  -6.1345  15.5564  0.0004  -0.0023  0.0007
Si  6.8371  6.4378  18.1594  0.0007  0.0018  -0.0021
Si  3.4379  10.4561  12.1714  -0.0005  -0.0024  0.0017
Si  3.007  5.9563  16.7579  -0.0004  0  -0.002
O  1.2004  6.6057  21.3948  0.001  0.0001  -0.0002
O  5.5578  7.8936  13.8807  -0.0034  -0.0033  -0.0002
O  5.0376  2.3594  9.8751  0.0109  -0.007  -0.0021
O  11.2727  5.6798  12.315  -0.0005  -0.0002  -0.0022
O  8.3933  6.6735  18.7144  -0.0011  -0.0003  0.0005
O  11.2373  8.8555  21.5193  -0.001  0.0009  0.0008
O  11.9077  -1.0529  10.223  -0.0003  -0.0024  0
O  12.0342  2.7379  17.8453  0.0017  -0.0024  -0.0007
O  2.3417  7.2478  17.5073  0.0007  -0.0009  0.0004
O  7.3705  6.6904  9.8797  0.0013  -0.0001  -0.003
O  4.6446  6.2537  10.4812  -0.0032  0.0016  -0.0011
O  5.7929  1.422  21.2114  -0.0005  -0.0034  0.0009
O  14.7448  -5.6378  20.0786  -0.0006  0.0001  0.0003
O  9.6193  7.5202  11.2916  0.0002  0.0002  -0.0003
O  3.698  3.0426  12.0242  0.0026  -0.0076  -0.0122
O  6.152  7.8023  17.5267  0.0015  0.0019  -0.0005
O  13.9159  9.6173  12.9967  -0.0021  0.0001  -0.0019
O  14.8741  10.1404  10.5486  -0.0014  0.0007  -0.0001
O  12.0466  0.7388  21.3762  0.0036  0.0026  -0.001
O  9.6464  -6.3076  13.9351  -0.0008  -0.0006  -0.0003
O  5.032  3.4396  19.6232  0.001  -0.0028  0.0004
O  3.8582  -2.9694  20.8096  0.0013  -0.0009  0.001
O  8.1613  -5.4517  15.9785  -0.0026  -0.0007  0.0001
O  3.7917  5.068  17.8898  -0.0006  -0.0005  -0.0004
O  4.1218  0.9478  13.5887  -0.0012  -0.0045  -0.0024
O  2.4051  16.0675  9.661  0.003  0.0001  0.0006
O  3.947  6.6177  15.604  -0.0015  -0.0006  0.001
O  18.9947  4.8697  12.2426  0.0024  -0.0018  -0.0029
O  7.2461  2.0872  19.1116  0.0003  -0.0014  0.0001
O  9.5129  -0.934  18.0499  0.0017  -0.0006  0.0015
O  9.6852  -0.2826  20.6005  -0.0012  -0.0016  -0.001
O  5.7041  5.3454  14.1885  -0.0015  0.0031  -0.001
O  4.8121  0.9556  18.7958  -0.0011  -0.0015  -0.0004
O  6.952  5.3487  16.9415  0.0012  -0.0021  -0.0007
O  2.4387  7.7176  10.8681  0.0001  0.0006  -0.002
O  3.1955  12.0132  12.5634  -0.0002  0.0015  0.0002
O  9.5765  -0.4122  9.2226  -0.0021  -0.002  -0.0043
O  15.1928  3.3545  14.6518  -0.0017  0.0012  -0.0009
O  8.6791  3.45  17.3158  -0.0003  -0.0001  -0.0003
O  6.6948  -3.4026  15.6516  -0.0004  0.0004  -0.0014
O  11.9785  -3.288  14.6851  0.0002  -0.0006  -0.0031
O  7.5883  14.5862  10.418  0.0005  0.0004  -0.0018
O  7.6206  9.8041  18.0623  0  -0.0004  0.0006
O  12.8532  4.0472  13.561  0.0006  -0.0007  0.0019
O  10.2137  6.6462  20.5871  0  -0.0012  0
O  -0.0425  10.7251  12.2009  -0.0001  -0.0013  0.0016
O  5.9619  2.8852  13.4473  -0.0011  0  -0.0015
O  11.652  0.2474  16.7567  0.0005  -0.0003  0.0002
O  9.5468  10.5667  20.1539  -0.0006  0.0007  -0.0002
O  2.6219  9.7766  18.5187  0.0003  0.0003  0.0003
O  13.7447  5.2156  11.2368  -0.0008  0  -0.0016
O  7.2444  3.6483  9.812  -0.0067  -0.0117  -0.0009
O  9.8948  10.5408  10.0844  -0.0011  -0.0015  -0.0025
O  2.4424  1.036  17.625  0  -0.0013  0.0008
O  8.0097  14.0344  12.856  -0.002  -0.0009  0.0015
O  5.8254  5.9408  19.3374  -0.001  -0.0013  0.0004
O  7.3764  -1.5459  13.8913  -0.0014  -0.0008  -0.0007
O  9.5426  -7.6577  16.1744  -0.0018  -0.0001  -0.002
O  11.7512  -5.2238  12.8222  0.0002  0.0004  -0.0015
O  9.317  -3.011  15.0406  -0.0024  -0.0003  -0.0007
O  5.9929  8.3935  11.1831  -0.0004  -0.0003  -0.0026
O  -0.8454  4.8658  18.8511  0.0002  -0.0017  0.0027
O  12.3536  9.6389  9.922  0.0006  -0.0015  -0.0016
O  11.8667  -0.8393  19.153  -0.0024  -0.0015  -0.0043
O  4.933  10.134  12.7109  -0.002  0.0014  -0.0015
O  -1.6718  2.3668  19.3515  -0.0002  -0.0024  0.0002
O  0.6121  8.0424  19.25  0.0009  0.0005  0
O  7.9277  -1.5112  11.1784  -0.0032  0.0005  0.0027
O  7.9416  4.0893  14.7975  -0.001  -0.001  -0.0012
O  9.0112  2.9727  11.7577  -0.0006  0.0006  0.0001
O  5.1283  10.8234  18.4751  0.0006  0.0004  0.0009
O  3.0758  -1.026  19.1553  0  0.0033  0.0001
O  6.4259  9.8088  20.5284  0.0009  0.0001  0.0011
O  10.6814  -5.0558  16.126  -0.0015  -0.0003  -0.0011
O  7.3956  -1.3825  19.4175  -0.0019  -0.0012  0.0007
O  2.6815  1.4449  20.2924  0.0009  -0.0015  -0.0014
O  0.3207  3.4195  11.1052  -0.0011  0.0009  0.0028
O  7.5196  -3.9993  13.169  0.0007  0.0006  -0.0003
O  15.1784  6.4617  12.9607  0.0023  -0.0008  0.0003
O  12.9367  2.2845  15.5111  0.0004  -0.0014  -0.0007
O  1.9528  4.9276  16.0138  0  -0.001  -0.0006
O  9.3239  5.1556  10.2606  -0.0056  -0.0039  -0.0003
O  -0.3623  -2.4585  16.9573  -0.0019  0.0028  0.0013
O  11.6253  1.4624  9.3459  0  0.0024  -0.0011
O  3.4855  5.2583  20.5876  0.0003  0.0005  0
O  10.189  0.6931  11.4322  -0.002  -0.0003  0.0028
O  0.6458  3.2276  20.4332  0.0001  -0.0019  0.0009
O  3.4764  0.617  11.0081  0.001  0.0054  0.0004
O  5.6844  12.8745  12.0486  -0.0021  -0.0008  -0.0001
O  8.4307  4.4205  19.8866  0.0013  -0.0018  -0.0007
O  -0.0495  -1.8911  21.5896  -0.0003  -0.0022  -0.0004
O  5.6925  12.1317  21.4976  -0.0014  -0.0001  0.0086

Results
free energy: -217228.874 eV
free energy less fixed offsets of As -4856.12, O -568.88, Si -635.61 eV per atom: -1.144 eV

The program warned: the cutoff lies below the one the program advises for these potential files; the forces do not sum to zero within the program's tolerance; the exchange-correlation potential is rough where the density is thin.
